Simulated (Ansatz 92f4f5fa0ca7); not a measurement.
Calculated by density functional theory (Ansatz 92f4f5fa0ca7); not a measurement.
Periodic cell of 264 atoms, Si152O112, from a study of silicon, its oxide and their interface. The atomic structure is a simulated model.
This geometry differs little from another in the collection (a relaxation step or a small displacement).

Settings
functional: r2SCAN
potential files: Ansatz PAW
basis: plane waves
wave-function cutoff: 800 eV
density cutoff ratio: 5
exchange-correlation grid ratio: 1
k mesh: 1 x 1 x 1, shifted by 0.5 0.5 0 of a step
self-consistency stop: 1e-10 eV per atom in the density residual
occupations: fixed
spin: none
net charge: 0

Cell vectors (angstrom)
a	10.887	0	0
b	0	10.887	0
c	0	0	38.5071

Atoms and the computed forces on them: element, x, y, z (angstrom), force x, y, z (eV/angstrom)
Si	0.1427	-0.3141	0.3666	-0.0061	0.0026	-0.0514
Si	2.9107	2.1194	-0.0884	-0.0137	-0.0075	-0.0613
Si	-0.4099	5.6203	0.2193	-0.0013	-0.0098	-0.0492
Si	2.358	8.3604	-0.2401	-0.0086	-0.0022	-0.0742
Si	5.439	0.1956	-0.0713	0.0135	0.0005	-0.0509
Si	8.0437	2.9678	0.3104	0.0092	-0.0005	-0.0464
Si	5.7425	5.081	0.0478	-0.0043	0.0119	-0.0685
Si	8.3802	7.9097	0.2337	-0.005	0.0109	-0.0506
Si	1.38	1.2877	1.4906	0.0016	0.0005	0.0023
Si	4.0083	3.9273	1.1438	0.0028	-0.0005	0.0041
Si	1.3645	6.7484	1.2339	0.001	0.0007	0.0028
Si	4.1454	9.4123	1.0794	-0.0018	-0.0004	0.0032
Si	6.8552	1.3035	1.4213	0.0021	-0.0001	0.0016
Si	9.4812	4.1282	1.6954	0.0017	-0.0005	0.0005
Si	6.7814	6.6986	1.4245	0.0015	-0.0008	0.0028
Si	9.5118	9.3939	1.6246	0.0007	0.0008	0.003
Si	0.0457	2.6992	2.8236	0.0002	0.0001	-0.0005
Si	2.8045	-0.1472	2.6778	0.0024	-0.0004	-0.0024
Si	0.0684	8.0298	2.8181	0.0021	-0.0012	-0.0003
Si	2.7301	5.3596	2.5699	0.001	-0.0006	-0.0001
Si	5.4028	2.6818	2.6809	-0.0015	0.0007	-0.0012
Si	8.1603	-0.0383	2.8251	0.0009	-0.0001	-0.0001
Si	5.4041	8.131	2.6382	-0.0002	0.0009	0.0006
Si	8.0943	5.4627	2.9487	0.0009	0.0012	-0.0013
Si	1.4082	4.0945	4.0894	0.0015	0.0009	0.0008
Si	4.0933	1.2941	4.0536	0.0009	-0.0005	0.0013
Si	1.419	9.4554	4.0955	-0.0006	-0.0007	-0.0002
Si	4.0551	6.7487	3.9905	0.0008	0.0009	0.0007
Si	6.7173	4.0279	4.1373	0.0003	-0.0022	0.0005
Si	9.5411	1.3324	4.1378	0.0008	-0.0001	0.0012
Si	6.7532	9.4776	4.0863	-0.0002	-0.0007	0.0003
Si	9.5424	6.7802	4.2084	0.0011	0	0
Si	0.038	-0.0399	5.4437	0.0003	-0.0004	-0.0002
Si	2.752	2.6986	5.4224	0.0006	-0.0008	-0.0001
Si	0.028	5.4052	5.4963	0.0005	0	0.0009
Si	2.7457	8.0964	5.4413	0.0004	-0.0001	-0.0002
Si	5.4412	-0.0223	5.4565	0.0004	0.0003	0.0004
Si	8.146	2.6961	5.462	0.0004	-0.0001	0.0004
Si	5.3961	5.4402	5.4374	0.0001	0	-0.0005
Si	8.155	8.1754	5.4783	0.0006	-0.0001	0.0004
Si	1.3705	1.3631	6.7858	0.0012	0	0
Si	4.0751	4.0812	6.8112	0.0009	-0.0002	0.0001
Si	1.3689	6.7965	6.8345	0.0013	-0.0007	0.0004
Si	4.0777	9.501	6.7944	0.001	-0.0003	0
Si	6.8034	1.3398	6.8251	0.0004	-0.0004	0.0003
Si	9.5158	4.0602	6.8108	0.0013	0.0003	0.0002
Si	6.7815	6.7892	6.7962	0.0016	0.0001	-0.0002
Si	9.5292	9.5359	6.8183	0.0011	-0.0006	0.0004
Si	0	2.7165	8.151	0.0006	-0.0009	0.0006
Si	2.7257	0.0042	8.1425	0.0006	-0.0004	0.001
Si	0.0039	8.1803	8.1752	0.0006	-0.0003	0.0011
Si	2.7321	5.4483	8.1811	0.0009	-0.0003	-0.0001
Si	5.4566	2.7409	8.1654	0.0006	-0.0005	0.0006
Si	8.1811	0.0079	8.1828	0.0006	-0.0008	0.0009
Si	5.448	8.1731	8.1557	0.0004	-0.0008	0.0004
Si	8.1609	5.4438	8.1507	0.0001	-0.0007	0.0009
Si	1.3488	4.0973	9.4991	0.0008	-0.0006	0.0011
Si	4.0829	1.3765	9.4969	0.0009	-0.0006	0.0009
Si	1.3477	9.58	9.5267	0.001	-0.0006	0.0006
Si	4.0752	6.8527	9.5262	0.0008	0.0003	0.0004
Si	6.825	4.0938	9.5371	0.0009	-0.0004	0.0006
Si	9.5403	1.3774	9.527	0.0007	-0.0005	0.0007
Si	6.8056	9.5298	9.5148	0.0011	-0.0003	0.0011
Si	9.5051	6.8223	9.504	0.0009	-0.0003	0.0007
Si	0.0056	0.059	10.9186	0.0009	-0.0004	0.0012
Si	2.6987	2.7287	10.8441	0.0004	-0.0009	0.0009
Si	-0.0038	5.476	10.8402	0.0003	0.0002	0.0011
Si	2.7151	8.2487	10.8867	0.001	-0.0014	0.0007
Si	5.4542	0.0289	10.8532	0.0001	-0.0004	0.0007
Si	8.1932	2.7166	10.8997	-0.0004	-0.0003	0.0007
Si	5.4679	5.5089	10.8501	0.0005	-0.0007	0.0001
Si	8.1767	8.1996	10.8832	0.0008	-0.0002	0.0008
Si	1.3655	1.4227	12.3002	0.0005	-0.0005	-0.0011
Si	4.066	4.1341	12.1112	0.0008	-0.0005	-0.0008
Si	1.2901	6.9079	12.1875	-0.0002	-0.0009	-0.0003
Si	4.0683	9.6436	12.2521	0.0018	0.0007	0.0004
Si	6.8294	1.3289	12.2467	-0.0004	-0.0008	0.0001
Si	9.5916	4.0829	12.2141	0.0013	-0.0007	-0.0004
Si	6.8142	6.8646	12.2499	0.0011	0.0005	0.0005
Si	9.5065	9.5954	12.2514	0	-0.0007	-0.001
Si	0.0392	2.796	13.6967	0.0014	-0.0009	0
Si	2.7388	0.1193	13.6955	-0.0006	0.001	0.0002
Si	-0.0316	8.2815	13.623	-0.0013	-0.001	0.0012
Si	2.6901	5.5218	13.4057	-0.0003	0.0002	0.0001
Si	5.4229	2.7656	13.4281	0.0001	-0.0001	0.0004
Si	8.1678	-0.0154	13.7138	-0.0005	-0.0012	0.0009
Si	5.4469	8.3005	13.5727	0.0006	-0.0009	-0.0005
Si	8.2379	5.4508	13.5017	-0.0001	-0.0007	0.0003
Si	1.4461	4.2809	14.9387	-0.0001	-0.0013	0.0042
Si	4.1087	1.6015	14.9691	0	0.0001	0.0035
Si	1.3781	9.6099	15.0438	0.001	0.0001	0.0029
Si	4.0218	6.8828	14.7298	0.0009	-0.0001	0.0021
Si	6.8346	4.0578	14.7323	0.0013	-0.0006	0.0021
Si	9.5463	1.404	15.0528	0.0012	0.0011	0.0034
Si	6.7431	9.5329	15.1427	0.0002	-0.0006	0.0055
Si	9.464	6.8612	14.9116	-0.0003	0.0003	0.0007
Si	0.0097	0.0457	16.4468	0.0002	0.0012	-0.0601
Si	3.179	3.3953	16.2835	0.0115	0.0067	-0.0435
Si	0.271	5.8833	16.2098	0.0091	0.0046	-0.0441
Si	2.5997	7.9773	16.237	-0.0109	-0.0098	-0.0464
Si	5.6139	0.4222	16.2959	0.0109	0.0075	-0.0483
Si	7.878	2.583	16.2295	-0.0071	-0.009	-0.0432
Si	5.4392	5.482	15.885	-0.002	-0.0021	-0.0195
Si	7.691	7.6335	16.3133	-0.0112	-0.0052	-0.0503
Si	7.3865	0.5943	22.3812	-0.0026	-0.0013	-0.1227
Si	9.0799	30.9616	18.4667	-0.0007	-0.0069	-0.1329
Si	-8.4856	20.4233	20.9265	-0.0049	0.0133	-0.1264
Si	3.7317	10.5443	30.3118	-0.0135	0.0182	-0.1484
Si	-1.8037	15.0419	33.9066	-0.0129	-0.0047	-0.1297
Si	-1.801	16.2926	21.132	0.0084	-0.0062	-0.1276
Si	-11.0465	18.9949	20.9817	-0.0112	-0.0018	-0.1284
Si	-19.0718	-4.9661	24.737	0.0093	0.0076	-0.1383
Si	-13.7157	8.3796	24.9447	0.009	0.0249	-0.1431
Si	-4.1426	-1.2396	20.124	-0.0081	-0.0022	-0.1395
Si	-9.6903	12.795	35.6613	0.0016	0.0111	-0.1127
Si	1.4201	12.4096	21.3946	0.0012	-0.0216	-0.1476
Si	0.1727	7.6759	28.8224	-0.0059	-0.003	-0.1228
Si	-15.8317	3.9709	27.8063	-0.0112	0.0023	-0.119
Si	-21.9575	13.3775	27.5365	0.0179	-0.016	-0.1303
Si	-6.725	20.504	18.4698	0.001	-0.0004	-0.1337
Si	3.0214	-7.1451	34.2047	0.013	0.019	-0.1047
Si	-17.1827	12.8805	25.9953	0.0004	-0.0317	-0.13
Si	-19.1252	13.8234	23.8489	-0.0257	-0.0217	-0.1294
Si	1.2689	13.0749	18.3957	0.0041	0.0079	-0.1266
Si	-14.8178	21.6111	30.6372	-0.0096	-0.0103	-0.1119
Si	-14.8316	18.1835	22.1672	0.0157	-0.0048	-0.133
Si	-17.6101	8.1543	23.1163	0.0061	0.0175	-0.135
Si	4.1056	7.2259	26.9515	0.0078	-0.0112	-0.1145
Si	-12.2586	13.5434	22.4417	0.0021	0.0207	-0.1131
Si	-3.7167	6.1511	32.3009	0.0173	0.0175	-0.1332
Si	-25.7473	6.9391	27.1934	0.0085	0.0105	-0.1407
Si	-20.9363	5.324	27.048	0.0039	-0.0064	-0.1208
Si	-1.2333	15.0172	18.3214	0.0067	-0.0041	-0.1199
Si	-11.8301	42.5435	23.4909	0.0009	-0.0159	-0.1257
Si	13.415	1.3522	28.1584	-0.0065	0.0247	-0.1203
Si	-5.919	-5.4865	35.549	-0.0012	-0.0075	-0.13
Si	-0.5908	10.4279	35.9959	0.0104	-0.0158	-0.0886
Si	7.3696	9.7443	36.3271	-0.0067	-0.0134	-0.118
Si	1.4093	8.1956	35.3029	0.0059	-0.0117	-0.143
Si	-13.8783	23.8796	32.2474	0.0008	-0.0275	-0.1392
Si	3.1952	8.9571	32.7908	0.0053	0.0117	-0.1552
Si	-13.6338	29.6543	29.9415	0.0058	0.0131	-0.1471
Si	9.782	3.6748	36.5614	-0.0108	0.0049	-0.1224
Si	8.0949	13.1469	29.348	0.0092	0.0192	-0.1446
Si	-8.5606	9.3764	27.8959	0	0.0025	-0.1137
Si	-10.0414	5.7083	33.5153	0.0002	0.0071	-0.1256
Si	5.6285	14.8898	33.0851	0.0257	-0.0155	-0.1145
Si	-0.0009	12.4555	24.775	-0.0158	-0.0061	-0.1445
Si	2.0513	17.5187	31.0865	0.014	-0.0077	-0.1631
Si	3.3885	16.1306	28.925	0.0103	-0.0053	-0.1423
Si	-16.0667	29.833	34.1891	-0.0062	-0.0075	-0.1278
Si	5.7838	21.285	24.7223	0.0115	-0.007	-0.1221
O	0.5362	0.4789	-3.2382	-0.0065	-0.0011	0.0395
O	5.4301	9.121	-19.1661	0.0296	-0.0016	0.0669
O	8.698	10.397	-2.9013	0	-0.001	0.039
O	4.2201	1.2125	-0.5098	0.0022	-0.0005	0.0266
O	-1.4175	6.8086	-0.2777	0.0006	0.0016	0.028
O	-14.9424	7.4235	-5.2855	-0.02	0.0205	0.0656
O	-0.0583	14.8724	-11.5918	-0.0015	0.0015	0.0425
O	1.3427	9.6224	-0.193	0.0015	0.0024	0.0317
O	6.3647	-0.1151	-1.4021	-0.0253	0.0184	0.0617
O	10.2378	0.0987	-0.993	0.0093	0.0033	0.0728
O	6.4817	2.7566	-5.9095	-0.0208	0.0271	0.0545
O	-0.1917	4.7421	-1.1414	0.0079	0.0223	0.0601
O	5.3845	5.675	-1.4328	0.0146	-0.0047	0.1
O	-3.3363	11.4167	-6.5063	0.0121	0.0224	0.0645
O	7.8474	8.646	-1.1053	0.0148	-0.0229	0.0656
O	-8.7071	8.9578	-4.4372	-0.0365	-0.0103	0.093
O	-0.9744	-0.8861	17.3539	-0.0237	-0.024	0.0575
O	-15.2054	5.3717	27.2931	-0.0047	-0.0165	0.0407
O	-16.437	-11.162	30.5468	0.0096	-0.0006	0.0411
O	-7.3174	9.0235	21.8977	0.029	-0.0293	0.0774
O	1.4088	6.9546	16.7523	-0.0012	0.0006	0.0217
O	-0.4889	5.3195	17.5296	-0.022	-0.0241	0.0594
O	-17.9101	6.0275	25.8711	0.0174	0.0177	0.0761
O	4.697	10.8606	17.5791	-0.02	-0.0256	0.0634
O	0.9726	11.7779	17.4629	0.0151	0.0232	0.0548
O	-7.8804	8.3954	26.7942	-0.013	0.0155	0.0557
O	2.9982	7.202	23.7568	-0.0194	-0.0379	0.0689
O	-5.1514	13.9154	26.4924	0.0156	0.0298	0.0639
O	-1.3378	4.2354	22.1392	0.0049	-0.0297	0.0534
O	-3.2127	29.468	23.5357	0.0162	0.0192	0.0939
O	-5.2903	18.6481	26.7167	-0.0034	-0.0083	0.0481
O	7.86	-0.8055	19.0278	-0.0261	0.0038	0.0656
O	-9.5037	18.2047	29.8058	0.0269	-0.0188	0.0863
O	-10.9435	17.3454	27.78	-0.0056	0.0314	0.0615
O	-5.5323	18.0977	22.5038	-0.0228	0.004	0.05
O	2.7346	15.4462	23.8576	0.0015	0.0206	0.0494
O	-13.1426	21.4308	22.8094	0.0146	-0.0101	0.0501
O	12.3085	19.1517	20.6727	0.0007	0.0028	0.0414
O	4.3806	26.2435	16.6919	-0.0057	-0.0057	0.0204
O	13.3548	3.0117	17.6967	-0.0259	-0.0185	0.0607
O	-2.4408	3.4607	17.4795	0.0221	0.0203	0.0554
O	-12.8761	13.4862	33.4222	0.0236	0.0257	0.063
O	-20.3737	2.3676	24.7014	-0.006	-0.0016	0.0507
O	3.5346	19.3676	17.4899	0.0214	0.0234	0.0636
O	-17.0141	9.2574	24.1571	0.0116	0.0209	0.0609
O	3.6189	4.4798	35.5407	0.0088	0.0111	0.0531
O	-14.4144	-14.2295	28.5918	0.0242	0.0173	0.1068
O	7.2441	8.4149	21.0349	-0.0021	-0.0322	0.0703
O	-18.7316	18.4897	31.9075	0.0126	0.0258	0.0718
O	3.0304	21.0975	31.7512	-0.0113	-0.03	0.0948
O	0.7661	8.9782	28.0752	-0.009	-0.0133	0.0429
O	4.7062	19.8867	33.3489	0.0264	-0.0124	0.0603
O	6.5093	17.4032	16.649	0.0064	0.0054	0.0201
O	-11.1956	4.6362	33.6492	-0.0063	-0.0072	0.0445
O	-17.7613	-4.2223	28.4598	-0.0134	-0.0184	0.068
O	-9.0979	1.8389	19.8628	0.0005	-0.0138	0.1053
O	-6.7294	14.267	33.1363	-0.0202	0.0022	0.0536
O	-9.7452	2.1384	28.3961	0.0106	-0.0051	0.0438
O	-4.1019	12.3661	16.785	0.0007	-0.0026	0.0253
O	4.5767	15.0615	28.6748	-0.0167	0.0084	0.0481
O	-25.6644	25.0518	28.7878	0.0283	-0.0237	0.061
O	-15.4786	0.5501	23.5709	-0.0305	-0.0146	0.0776
O	-2.8371	7.2463	26.0872	-0.0245	-0.0329	0.0915
O	-30.3964	10.8745	27.3352	0.0037	-0.0095	0.047
O	-8.4567	2.3758	22.3393	0.0241	0.0313	0.0926
O	-4.3091	0.0521	21.0772	0.0142	0.0259	0.0795
O	-3.0215	6.6617	30.9522	-0.0253	-0.0383	0.0934
O	-9.5817	16.7761	25.5829	-0.0244	-0.0085	0.0789
O	-17.7677	2.402	24.5374	0.0268	-0.0066	0.0672
O	-26.6744	15.4341	34.5967	-0.0109	0.0196	0.0748
O	-9.2476	10.8121	21.5745	-0.0052	0.0097	0.0472
O	-5.769	0.4557	25.8609	-0.0179	0.0291	0.0568
O	-22.6656	8.77	19.7058	0.0303	-0.0186	0.0861
O	8.4129	7.8948	17.756	0.0192	0.0192	0.0638
O	-0.3598	19.7915	22.3625	-0.0153	0.0332	0.084
O	-1.174	18.9028	29.6177	-0.0236	0.0018	0.0503
O	-13.7165	-8.8484	22.0448	0.0016	-0.0057	0.0347
O	-1.3468	19.8795	24.7777	-0.0126	-0.0163	0.06
O	-1.8728	15.6304	19.658	-0.012	0.0268	0.0971
O	-14.1538	16.8289	21.5867	-0.0214	0.0161	0.0438
O	-7.678	11.9301	29.61	0.022	-0.0248	0.0753
O	-7.8731	-0.8465	19.5123	-0.0294	-0.0041	0.0836
O	-7.6213	20.2858	29.2373	0.0222	0.0137	0.0797
O	-2.401	13.5752	30.8564	-0.0049	0.0036	0.1031
O	-1.15	35.0925	24.0249	0.0201	-0.0143	0.0779
O	-8.6825	26.6565	33.458	0.0106	-0.0194	0.0505
O	-3.8147	20.5022	25.2999	0.0011	-0.0057	0.0453
O	-8.5213	18.8861	36.6366	0.0212	0.0037	0.099
O	-3.2987	31.0264	30.5594	-0.0053	0.0112	0.0425
O	1.9937	12.9668	37.0613	0.031	0.001	0.0849
O	-9.9846	17.6544	34.728	0.0059	0.0302	0.067
O	-4.4152	30.7691	35.2331	0.0348	0.0351	0.0769
O	-0.3767	12.3171	26.3255	-0.0022	0.0223	0.0978
O	-3.4105	22.5303	29.394	-0.0079	-0.0168	0.0589
O	0.0875	11.0119	24.0305	0.0093	0.0228	0.0536
O	3.4626	2.1655	27.1352	-0.027	-0.0086	0.0703
O	-10.1146	17.2495	32.042	-0.0185	-0.0174	0.0897
O	-0.1138	2.9991	18.574	0.0028	-0.0056	0.0452
O	-0.6875	6.5895	21.1507	-0.0006	-0.0009	0.0414
O	-2.7024	16.0291	33.0241	0.0221	-0.022	0.0545
O	2.2154	13.2767	34.5106	-0.0218	-0.0223	0.0558
O	-18.8776	16.2591	30.4692	-0.0218	0.0204	0.0902
O	-10.9547	2.8713	35.6657	-0.0033	0.0005	0.0489
O	0.0426	19.8426	35.7494	-0.013	0.0165	0.0397
O	6.8867	14.8533	38.2369	0.002	-0.0047	0.0309
O	-15.9518	16.1488	32.0625	-0.0049	-0.013	0.0529
O	8.9714	13.5338	37.5074	-0.0206	-0.0075	0.0618
O	-1.4699	2.3489	28.4624	-0.0472	-0.0039	0.0718
O	8.7651	15.224	35.486	0.0133	-0.0089	0.0885
O	-8.7663	15.8219	27.9598	0.0278	0.0034	0.0641
O	-6.0648	6.8755	34.8756	-0.0054	-0.0211	0.0528
O	-0.1373	23.6898	21.6638	-0.0205	0.0068	0.056

Results
free energy: -161107.464 eV
free energy less fixed offsets of O -570.45, Si -639.56 eV per atom: -3.944 eV

The program warned: the cutoff lies below the one the program advises for these potential files; the forces do not sum to zero within the program's tolerance; empty levels may hold ghost states of the PAW files; the exchange-correlation potential is rough where the density is thin.
